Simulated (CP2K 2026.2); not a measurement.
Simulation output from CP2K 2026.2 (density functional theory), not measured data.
Periodic cell of 504 atoms, Si360O144, from a study of silicon, its oxide and their interface. The atomic structure is a simulated model.
Doubt: the forces sum to 0.92 eV/angstrom along one axis rather than to zero, so they err by at least 0.0018 eV/angstrom per atom on average; the grid cutoff is modest.

Settings: functional PBE; method Gaussian and plane waves; basis set DZVP-MOLOPT-SR-GTH; pseudopotentials GTH-PBE; grid cutoff 300 Ry, relative cutoff 40 Ry; k points Gamma only; occupations fixed; spin none; net charge 0.

Cell vectors (angstrom)
a	16.32	0	0
b	0	16.32	0
c	-3.3728	2.3335	33.0243

Atoms and the computed forces on them: element, x, y, z (angstrom), force x, y, z (eV/angstrom)
Si	0.987	-1.099	0.197	0.423	-0.326	0.623
Si	4.37	1.065	0.06	-0.183	0.126	0.752
Si	1.08	4.336	-0.096	0.206	-0.08	0.727
Si	3.77	7.214	-0.086	0.253	-0.323	0.69
Si	1.548	-6.819	0.075	-0.321	0.112	0.672
Si	4.239	-4.327	0.14	-0.014	0.198	0.707
Si	6.58	-1.176	0.057	0.216	-0.124	0.761
Si	9.403	1.587	0.102	0.093	-0.225	0.764
Si	7.093	3.727	0.192	-0.055	0.125	0.749
Si	9.824	6.638	0.116	-0.439	0.206	0.554
Si	6.48	9.804	0.098	0.165	-0.063	0.724
Si	-6.46	-4.388	0.058	-0.191	0.112	0.744
Si	-3.851	-1.672	0.079	-0.035	0.211	0.705
Si	-1.087	1.336	0.448	-0.37	0.127	0.708
Si	-4.277	4.319	0.015	0.319	-0.316	0.57
Si	-1.164	6.596	-0.182	-0.182	0.236	0.641
Si	-4.422	-6.782	0.123	0.284	-0.06	0.64
Si	-1.67	-3.918	0.025	0.163	-0.128	0.823
Si	2.757	-0.043	1.35	-0.031	-0.003	-0.024
Si	5.463	2.633	1.432	-0.01	-0.021	-0.026
Si	2.728	5.473	1.164	0.003	0.027	-0.063
Si	5.369	8.196	1.355	-0.017	-0.04	-0.075
Si	2.719	-5.424	1.508	-0.005	0.008	-0.034
Si	5.426	-2.724	1.383	0.006	0.003	-0.059
Si	8.215	-0.047	1.325	0.005	-0.004	-0.065
Si	-5.38	2.744	1.395	0.005	0.048	-0.031
Si	8.152	5.476	1.318	0.025	0.023	-0.069
Si	-5.503	8.134	1.597	-0.006	-0.001	0.01
Si	8.159	10.891	1.334	0.037	0.021	-0.044
Si	-5.381	-2.814	1.422	-0.016	0.018	-0.054
Si	-2.759	-0.007	1.396	-0.037	-0.049	-0.076
Si	0.129	2.9	1.55	0.028	0.067	-0.027
Si	-2.678	5.487	1.275	0.01	0.01	-0.043
Si	-0.053	8.197	1.205	-0.006	-0.038	-0.025
Si	-2.783	-5.532	1.312	-0.024	-0.006	-0.07
Si	-0.089	-2.783	1.396	-0.032	-0.033	-0.066
Si	1.474	1.399	2.753	-0.025	-0.082	0.025
Si	4.066	4.108	2.622	-0.022	0	-0.004
Si	1.342	6.817	2.594	0.013	0.005	0.044
Si	4.065	9.506	2.812	0.017	0.004	0.049
Si	1.323	-4.06	2.767	-0.034	0.022	0.028
Si	4.063	-1.397	2.757	0.018	0.034	0.024
Si	6.85	1.286	2.765	0.026	-0.01	0.032
Si	9.556	4.138	2.718	0	-0.007	0.063
Si	6.76	6.812	2.667	0.009	0.004	0.014
Si	9.412	9.523	2.807	-0.032	0.023	0.032
Si	6.834	12.264	2.721	-0.01	-0.013	0.04
Si	-6.772	-1.402	2.705	-0.003	0.011	-0.013
Si	-4.096	1.342	2.752	0.017	0.032	0.023
Si	-1.383	4.171	2.766	-0.03	0.011	0.047
Si	-4.006	6.79	2.764	0.037	-0.013	0.032
Si	-1.369	-6.824	2.666	0.021	0.007	-0.02
Si	-4.068	-4.178	2.779	0.01	-0.002	0.05
Si	-1.398	-1.374	2.77	0.01	-0.014	0.058
Si	0.026	0.022	4.059	-0.018	-0.003	-0.025
Si	2.784	2.765	4.098	0.021	0.004	-0.029
Si	0.013	5.512	4.075	0.014	0.021	-0.04
Si	2.673	8.124	4.074	-0.014	-0.02	-0.019
Si	-0.027	-5.466	4.072	0.001	-0.009	-0.024
Si	2.692	-2.718	4.122	0.03	0.013	0.007
Si	5.448	-0.036	4.107	0.016	0.004	-0.005
Si	8.191	2.73	4.068	-0.024	0.005	-0.053
Si	5.419	5.438	4.025	-0.01	-0.01	0.009
Si	8.084	8.136	4.114	0.004	0.008	-0.003
Si	5.464	10.893	4.094	-0.001	-0.004	-0.021
Si	8.178	-2.717	4.1	-0.014	-0.013	-0.011
Si	-5.457	-0.014	4.092	-0.005	-0.033	-0.012
Si	-2.72	2.727	4.08	0.008	0.015	-0.023
Si	-5.402	5.445	4.106	-0.012	0.001	-0.014
Si	-2.683	8.173	4.103	-0.014	-0.016	0.003
Si	-5.476	-5.471	4.133	0.007	0.003	-0.016
Si	-2.731	-2.76	4.122	0	-0.003	-0.032
Si	1.357	-1.332	16.292	0.005	0.01	-0.009
Si	4.088	1.394	16.371	-0.002	-0.011	0.007
Si	1.387	4.062	16.323	0.002	-0.016	0.004
Si	4.088	6.798	16.3	0.005	-0.001	-0.004
Si	1.367	-6.778	16.306	-0.018	0.021	-0.003
Si	4.069	-4.059	16.252	-0.003	0.013	-0.012
Si	6.802	-1.367	16.33	0.016	-0.008	0.001
Si	-6.819	1.351	16.294	0.008	-0.01	-0.004
Si	6.795	4.071	16.361	-0.006	-0.001	0.021
Si	-6.796	6.775	16.329	-0.01	0.008	0.009
Si	6.818	9.526	16.293	-0.013	0.028	0.007
Si	-6.819	-4.058	16.324	0.011	-0.008	0.004
Si	-4.083	-1.388	16.31	-0.006	0.007	-0.015
Si	-1.355	1.36	16.36	0.008	-0.009	0.015
Si	-4.086	4.073	16.327	-0.002	0.005	0.005
Si	-1.371	6.803	16.284	0.001	-0.017	0.001
Si	-4.054	9.501	16.264	0.004	-0.019	-0.001
Si	-1.361	-4.07	16.295	-0.008	0.004	0.008
Si	2.662	0.052	17.678	-0.036	0.002	-0.012
Si	5.441	2.747	17.783	-0.005	-0.024	0.024
Si	2.753	5.426	17.669	-0.022	0.007	0
Si	5.445	8.176	17.63	-0.01	-0.022	0.009
Si	2.728	-5.378	17.641	-0.018	0.009	-0.002
Si	5.431	-2.762	17.64	0.008	-0.018	0.008
Si	8.16	0.009	17.685	-0.017	-0.008	0.003
Si	-5.466	2.691	17.651	-0.008	0.019	0.012
Si	8.172	5.417	17.718	0.047	0.007	0.04
Si	-5.381	8.131	17.628	0.013	0.014	-0.01
Si	8.155	10.886	17.677	-0.01	0.018	0.06
Si	-5.485	-2.682	17.699	0.013	0.013	0.03
Si	-2.707	-0.067	17.675	-0.002	0.006	0.028
Si	0.045	2.714	17.714	-0.01	0.004	0.05
Si	-2.711	5.445	17.665	0.011	-0.013	0.023
Si	-0.038	-8.127	17.624	-0.005	0.026	0.018
Si	-2.727	-5.446	17.627	0.029	-0.006	0.031
Si	0.02	-2.71	17.638	-0.02	0.014	0.006
Si	1.357	1.369	19.177	0.032	-0.047	-0.072
Si	4.053	4.118	19.156	0.007	0.013	0.012
Si	1.369	6.844	18.912	-0.012	-0.025	-0.065
Si	4.14	-6.706	18.951	0.049	0.041	-0.029
Si	1.338	-4.064	19.025	-0.007	-0.035	-0.022
Si	4.048	-1.356	18.9	0.003	-0.021	-0.03
Si	6.858	1.362	19.097	0.01	0.056	-0.006
Si	-6.747	4.053	19.087	-0.017	-0.012	-0.04
Si	6.764	6.81	19.009	0.013	-0.004	-0.015
Si	-6.715	9.514	18.94	0.012	0.017	-0.045
Si	6.739	-4.127	19.07	-0.048	-0.008	-0.078
Si	9.453	-1.337	19.111	0.03	-0.03	-0.002
Si	-4.167	1.243	18.959	-0.033	-0.035	-0.03
Si	-1.333	4.1	19.012	0.016	0.009	-0.03
Si	-4.04	6.81	19.052	0.015	-0.003	0.021
Si	-1.372	-6.767	19.031	-0.002	0.004	-0.068
Si	-4.106	-4.095	18.962	-0.01	-0.018	-0.045
Si	-1.279	-1.376	19.052	0.019	0.04	-0.036
Si	0.009	-0.045	20.57	-0.021	0.022	0.054
Si	2.697	2.772	20.584	0.004	-0.001	0.064
Si	0.022	5.569	20.321	0.012	-0.077	0.019
Si	2.68	8.321	20.154	-0.073	-0.008	0.034
Si	0.014	-5.427	20.419	0.014	0.015	0.046
Si	2.736	-2.702	20.299	-0.003	0.009	0.041
Si	5.392	-0.03	20.267	0.001	0.005	0.024
Si	8.236	2.689	20.521	0.024	-0.018	0.047
Si	5.422	5.525	20.48	-0.066	0.003	0.093
Si	8.28	8.114	20.232	0.029	-0.022	0.022
Si	5.473	-5.563	20.519	0.032	-0.043	0.072
Si	8.038	-2.699	20.415	-0.019	0.026	0.065
Si	-5.497	-0.021	20.513	-0.014	0.019	0.055
Si	-2.696	2.556	20.165	0.059	-0.001	-0.028
Si	-5.297	5.393	20.436	0.032	-0.007	0.062
Si	-2.755	-8.09	20.428	-0.032	0.027	0.068
Si	-5.458	-5.413	20.359	-0.035	-0.01	0.092
Si	-2.656	-2.819	20.264	0.029	-0.027	0.042
Si	1.731	-1.155	21.764	-0.398	-0.303	-0.575
Si	3.985	1.122	21.741	0.223	0.399	-0.644
Si	0.995	4.006	21.742	0.389	0.194	-0.707
Si	3.925	7.053	21.569	0.333	-0.19	-0.648
Si	1.207	-7.003	21.683	0.057	0.278	-0.678
Si	4.195	-3.922	21.637	-0.08	-0.299	-0.73
Si	6.344	-1.631	21.686	0.299	0.155	-0.731
Si	-6.409	1.698	21.934	-0.266	-0.285	-0.731
Si	7.081	4.337	21.722	-0.231	-0.221	-0.757
Si	-6.961	6.538	21.603	0.191	0.08	-0.791
Si	7.247	-6.743	21.697	-0.338	-0.024	-0.693
Si	9.212	-4.298	21.613	0.091	0.031	-0.747
Si	-3.847	-1.332	21.539	-0.297	-0.05	-0.741
Si	-1.762	1.032	21.718	0.433	0.217	-0.644
Si	-4.033	3.755	21.594	0.093	0.197	-0.678
Si	-1.093	7.147	21.655	-0.153	-0.104	-0.632
Si	-3.927	-6.51	21.762	-0.147	-0.204	-0.722
Si	-1.604	-4.353	21.717	0.193	0.188	-0.661
Si	-6.982	2.126	-6.009	-0.061	0.017	0.069
Si	-1.961	1.336	-2.253	0.012	-0.116	-0.059
Si	7.458	-1.794	-2.891	-0.089	-0.022	0.005
Si	-3.942	-2.169	24.485	0.042	0.07	-0.035
Si	-4.904	0.297	-1.958	-0.05	-0.07	0.109
Si	1.783	3.54	-3.094	0.029	0.085	0.089
Si	6.539	3.812	-2.663	0.017	-0.024	-0.031
Si	-6.389	-3.694	24.489	0.034	0.002	0.007
Si	0.177	-0.993	-2.667	0.022	0.133	0.141
Si	-1.466	6.998	24.582	-0.174	-0.041	-0.024
Si	-5.448	-6.791	-6.964	-0.064	-0.101	0.008
Si	-5.08	-6.58	24.698	0.109	0.034	-0.166
Si	3.93	-1.622	-6.887	-0.034	-0.072	0.007
Si	-7.408	4.736	25.998	0.061	0.051	-0.084
Si	-5.655	-2.069	-6.56	0.083	-0.185	-0.1
Si	-6.811	1.994	24.97	0.015	-0.043	-0.147
Si	-1.411	-3.917	24.74	-0.042	-0.036	-0.144
Si	2.431	-1.228	24.639	-0.038	0.02	-0.16
Si	5.55	4.698	24.097	0.057	0.033	0.004
Si	0.62	-3.45	-4.041	0.011	-0.025	-0.026
Si	2.708	5.326	23.581	-0.061	0.049	0.119
Si	3.599	7.605	-3.007	0.123	-0.056	0.108
Si	8.066	7.111	-4.694	-0.098	-0.069	0
Si	-0.184	-5.641	-2.185	0.028	0.074	0.095
Si	-2.215	3.234	-4.739	-0.086	0.132	-0.003
Si	5.327	-0.128	24.024	0.031	0.075	-0.102
Si	-6.649	-0.268	-4.215	-0.029	0.043	-0.038
Si	-4.232	4.713	-2.947	0.018	0.027	0.114
Si	1.19	6.222	25.869	0.024	-0.033	0.013
Si	0.919	1.013	-4.555	0.022	-0.039	-0.075
Si	-7.292	-4.246	-2.83	-0.033	-0.031	0.006
Si	4.288	1.872	-2.874	-0.012	-0.007	0.045
Si	-7.117	4.321	-4.027	0.041	0.048	0.004
Si	-1.601	3.296	23.262	-0.036	-0.12	-0.035
Si	1.073	6.499	-4.129	-0.058	0.023	0.019
Si	4.733	-6.045	-3.947	-0.104	-0.03	0.036
Si	-5.09	7.683	-2.164	-0.139	0.025	0.156
Si	3.501	-3.425	-2.715	0.041	-0.103	0.032
Si	5.887	7.798	23.773	-0.01	-0.022	-0.162
Si	-6.195	7.068	24.559	-0.051	-0.067	0.022
Si	2.69	-5.405	23.96	0.002	0.033	-0.089
Si	-2.268	-6.689	25.85	-0.037	0.023	0.04
Si	0.948	-2.374	-6.981	-0.012	0.026	0.083
Si	-5.294	-4.712	-5.114	0.037	-0.111	0.01
Si	4.734	-1.032	-3.922	-0.02	0.059	-0.068
Si	-3.838	5.618	25.876	-0.09	-0.03	0.114
Si	5.32	-6.261	25.532	-0.028	0.067	-0.061
Si	1.194	-3.567	25.958	0.08	-0.012	-0.009
Si	-4.1	-7.293	-4.508	0.06	0.08	0.061
Si	3.019	1.292	-6.973	-0.08	-0.095	-0.038
Si	7.46	-6.881	-2.767	-0.055	0.107	0.035
Si	-0.684	0.244	-6.754	-0.093	-0.051	0.008
Si	5.361	5.817	-4.783	0.061	0.014	0.066
Si	-1.491	7.888	-3.011	-0.056	-0.001	0.044
Si	1.353	-1.336	5.457	-0.003	0.013	-0.004
Si	4.12	1.377	5.449	0.009	-0.006	-0.007
Si	1.364	4.106	5.418	-0.018	0.001	-0.006
Si	4.061	6.781	5.419	-0.001	-0.01	-0.003
Si	1.342	9.505	5.438	-0.007	-0.002	0.002
Si	4.079	12.236	5.447	-0.002	0.008	0.002
Si	6.805	-1.379	5.466	-0.001	0.009	0.005
Si	9.519	1.361	5.449	0.009	-0.011	-0.008
Si	6.795	4.081	5.403	0.002	0.021	-0.012
Si	-6.803	6.8	5.434	0.008	0.006	0.001
Si	6.773	9.519	5.479	0.004	-0.002	-0.006
Si	9.519	12.243	5.474	-0.018	-0.005	-0.001
Si	-4.091	-1.374	5.45	-0.011	0.003	0.008
Si	-1.343	1.373	5.425	-0.003	-0.023	0
Si	-4.075	4.066	5.463	0.015	-0.004	-0.007
Si	-1.332	6.83	5.472	0.011	0.012	0.007
Si	-4.084	-6.82	5.46	-0.002	0.002	-0.007
Si	-1.361	-4.105	5.462	0.013	0.004	-0.005
Si	2.731	0.023	6.797	-0.017	0.005	-0.002
Si	5.467	2.731	6.806	0.002	-0.018	0.007
Si	2.721	5.436	6.803	0.013	0.01	0
Si	5.408	8.147	6.802	-0.01	0.019	0.008
Si	2.714	10.869	6.793	0.009	-0.012	-0.007
Si	5.435	-2.73	6.816	0.012	-0.004	-0.001
Si	8.159	0.003	6.808	-0.025	0.008	0.009
Si	-5.436	2.708	6.815	0.01	0.009	0.003
Si	-8.167	5.433	6.782	0.013	-0.005	-0.006
Si	10.873	8.146	6.813	0	0.003	0.003
Si	8.156	10.873	6.82	0.003	0	0
Si	10.875	-2.715	6.826	-0.008	0.001	0.005
Si	-2.713	0.002	6.782	0.015	0.001	-0.01
Si	0.009	2.737	6.784	-0.001	-0.01	0.004
Si	-2.706	5.441	6.799	0.003	-0.005	-0.002
Si	0.007	8.175	6.839	-0.007	0.001	0.013
Si	-2.729	-5.45	6.819	-0.006	0.001	-0.001
Si	0.001	-2.723	6.803	0	0.005	0.001
Si	1.364	1.377	8.152	0.001	0	0.002
Si	4.086	4.079	8.157	-0.009	0.004	-0.003
Si	1.371	6.8	8.172	-0.004	0.007	0.002
Si	4.067	9.515	8.166	-0.014	-0.011	0.003
Si	1.363	-4.082	8.158	0.009	0.004	-0.002
Si	4.079	-1.351	8.158	0.018	0.004	0
Si	6.809	1.365	8.17	0.01	0.005	0.004
Si	-6.806	4.077	8.154	-0.011	-0.01	0.003
Si	6.794	6.794	8.147	-0.001	0.002	-0.004
Si	9.52	9.514	8.17	0.016	0.016	0.004
Si	6.795	-4.087	8.175	-0.012	-0.01	0.005
Si	9.515	-1.353	8.173	0.017	-0.001	0.004
Si	-4.069	1.352	8.161	-0.008	-0.013	0.008
Si	-1.35	4.082	8.16	-0.004	0.004	-0.003
Si	-4.078	6.787	8.162	-0.007	-0.001	-0.005
Si	-1.366	-6.797	8.183	0.012	-0.001	0.013
Si	-4.082	-4.08	8.172	0	0.001	0.002
Si	-1.361	-1.357	8.153	-0.006	-0.002	0.002
Si	0.003	0.008	9.507	0.003	0.002	-0.009
Si	2.723	2.728	9.517	0.005	-0.008	0.001
Si	0.006	5.439	9.524	0.006	-0.001	0.004
Si	2.722	8.159	9.533	0.006	0.004	0.001
Si	0.001	-5.433	9.527	-0.014	0.002	0.001
Si	2.721	-2.716	9.516	-0.006	-0.008	-0.005
Si	5.44	0.005	9.52	-0.005	0.008	0.005
Si	-8.152	2.721	9.528	0.003	-0.005	0.006
Si	5.444	5.437	9.518	-0.007	-0.002	0.001
Si	8.152	8.152	9.515	0.005	0.001	-0.004
Si	5.434	-5.447	9.526	0.007	-0.001	0
Si	8.156	-2.719	9.525	-0.007	0.01	-0.005
Si	-5.437	0.002	9.525	-0.003	-0.009	0.003
Si	-2.712	2.718	9.518	0.006	-0.002	-0.006
Si	-5.442	5.431	9.518	0.015	0.008	-0.005
Si	-2.723	8.149	9.526	-0.008	0.005	-0.004
Si	-5.441	-5.444	9.526	-0.005	-0.005	0.004
Si	-2.72	-2.713	9.519	-0.005	0.001	-0.002
Si	1.36	-1.352	10.871	-0.002	0.005	0.003
Si	4.079	1.368	10.875	-0.015	0.002	-0.001
Si	1.367	4.083	10.885	0	-0.001	0.002
Si	4.088	6.796	10.882	0	0.009	0.001
Si	1.362	9.523	10.882	0.004	-0.015	-0.003
Si	4.08	-4.073	10.879	0.007	0.002	-0.001
Si	6.801	-1.353	10.88	0.001	-0.013	0
Si	-6.795	1.362	10.888	0.005	0.007	0.002
Si	-9.518	4.078	10.881	0.007	-0.005	-0.004
Si	9.517	6.795	10.874	-0.008	0.005	-0.004
Si	6.798	9.513	10.881	-0.006	0.001	0.001
Si	9.516	-4.082	10.879	0.012	0.001	-0.001
Si	-4.081	-1.358	10.881	-0.002	0.001	-0.003
Si	-1.351	1.362	10.879	-0.005	-0.007	0.003
Si	-4.08	4.07	10.878	-0.007	-0.004	0.006
Si	-1.359	6.792	10.883	-0.006	0.002	-0.001
Si	-4.08	9.513	10.879	0.008	-0.005	-0.004
Si	-1.362	-4.07	10.878	0.008	0.012	0.004
Si	2.718	0.012	12.232	0.013	-0.005	-0.004
Si	5.44	2.719	12.238	-0.01	-0.009	-0.001
Si	2.729	5.441	12.244	0.004	0.007	0.001
Si	5.446	8.15	12.244	-0.006	-0.011	0.002
Si	2.722	10.886	12.237	-0.011	0	0.004
Si	5.441	-2.71	12.238	0.003	0.015	0.003
Si	8.158	0.004	12.245	-0.001	0	-0.001
Si	-5.437	2.717	12.251	0.006	-0.009	0.007
Si	-8.156	5.434	12.239	0.004	0.003	0.005
Si	10.875	8.156	12.233	0.006	0.004	-0.001
Si	8.158	10.877	12.239	0.001	-0.002	0.002
Si	10.877	-2.722	12.233	0.002	0.001	0.006
Si	-2.721	0.007	12.235	0.004	-0.004	0
Si	0.009	2.72	12.244	0.002	0.005	0
Si	-2.718	5.426	12.239	-0.003	-0.001	-0.003
Si	0.006	8.156	12.233	-0.003	0.012	0.005
Si	-2.719	-5.442	12.229	-0.015	-0.003	-0.001
Si	-0.005	-2.705	12.231	-0.008	-0.006	0.001
Si	1.367	1.364	13.608	0.001	-0.009	0.001
Si	4.094	4.084	13.602	0.003	-0.013	-0.011
Si	1.359	6.795	13.599	0.013	0.002	0.003
Si	4.079	9.513	13.589	0.012	0	-0.004
Si	1.36	-4.061	13.582	-0.006	0.008	0.003
Si	4.09	-1.331	13.591	-0.016	-0.004	-0.001
Si	6.785	1.355	13.606	0	0.01	-0.003
Si	-6.81	4.069	13.606	-0.004	0.017	0.002
Si	6.813	6.793	13.603	-0.004	0.003	-0.002
Si	9.523	9.519	13.598	-0.007	0.003	0.008
Si	6.799	-4.074	13.591	-0.004	0	-0.009
Si	9.525	-1.357	13.594	0.011	-0.007	-0.004
Si	-4.069	1.363	13.61	-0.009	-0.012	0.004
Si	-1.355	4.072	13.608	-0.002	0.001	0.009
Si	-4.092	6.783	13.582	0.008	0.006	-0.006
Si	-1.346	9.527	13.58	0.007	-0.019	0
Si	-4.09	-4.092	13.585	0.015	0	0.002
Si	-1.369	-1.353	13.595	-0.015	0.024	0
Si	-0.02	0.016	14.956	0	-0.028	0.001
Si	2.745	2.721	14.96	0.011	0.017	0
Si	0.013	5.427	14.966	0	0.006	0
Si	2.715	8.16	14.954	-0.005	-0.013	0
Si	0.009	-5.424	14.941	0.004	0.005	0.005
Si	2.717	-2.682	14.924	0.009	0.004	-0.013
Si	5.431	0.012	14.994	-0.014	-0.01	0.001
Si	8.132	2.717	14.963	0.007	-0.016	-0.005
Si	5.46	5.433	14.968	0.001	0.011	0.006
Si	8.178	8.15	14.958	0.006	-0.009	0.006
Si	5.442	10.875	14.936	-0.012	0.005	0.008
Si	8.158	-2.708	14.948	-0.002	0.007	0.002
Si	-5.432	-0.004	14.958	0.011	0.013	-0.001
Si	-2.709	2.717	14.982	0.008	0.008	-0.003
Si	-5.443	5.425	14.958	-0.012	-0.011	0.003
Si	-2.712	8.148	14.904	-0.005	0.012	-0.002
Si	-5.45	-5.433	14.964	0.018	-0.002	0.005
Si	-2.732	-2.733	14.935	-0.011	-0.006	-0.008
O	-5.835	-5.178	24.729	-0.082	-0.134	0.26
O	6.352	4.301	-1.139	-0.292	0.317	0.082
O	-5.426	-5.588	-0.382	0.158	0.164	-0.208
O	-1.004	-3.881	23.164	0.415	0.109	0.049
O	-2.767	-5.422	22.139	-0.081	0.036	0.034
O	-2.717	-2.741	-0.445	0.075	-0.06	-0.53
O	-0.456	6.969	-3.858	-0.022	-0.072	-0.21
O	1.388	4.936	-3.809	-0.054	-0.14	-0.239
O	5.343	-2.86	22.085	0.218	-0.231	0.574
O	-2.97	4.06	22.816	-0.003	0.482	0.686
O	-8.088	5.445	22.042	0.156	0.098	0.073
O	0.1	6.815	24.861	0.085	0.514	-0.325
O	0.846	2.361	-3.678	-0.695	0.158	0.239
O	-2.776	-0.2	21.962	0.058	0.052	0.124
O	-6.848	1.342	23.477	-0.152	-0.364	0.24
O	-1.131	3.916	24.658	-0.398	0.418	0.179
O	-8.095	2.646	-0.324	-0.089	0.029	-0.401
O	1.499	4.318	23.277	-0.147	-0.273	0.562
O	1.112	-6.002	-1.276	0.56	0.493	-0.322
O	1.59	-1.693	23.309	-0.078	-0.603	0.086
O	-6.487	7.4	-1.359	-0.376	0.453	-0.503
O	-4.19	-2.138	22.898	-0.181	-0.302	-0.017
O	-6.545	-3.489	22.899	0.294	0.534	-0.015
O	6.343	-1.131	-3.847	0.307	0.281	-0.388
O	-8.092	-5.508	22.145	0.158	-0.004	0.254
O	7.063	-7.687	23.033	0.532	-0.362	0.215
O	1.614	-4.797	24.992	-0.265	-0.198	-0.03
O	8.114	3.744	-2.99	0.22	-0.174	0.194
O	-6.102	1.097	-1.222	-0.245	0.041	-0.169
O	3.33	-4.307	22.963	-0.038	0.368	0.091
O	-4.783	6.314	24.772	0.143	-0.32	-0.419
O	4.226	-1.697	-5.3	0.04	-0.387	0.141
O	-0.028	5.463	-0.536	-0.038	0.228	-0.481
O	0.002	0.182	0.134	0.031	0.11	-0.169
O	6.563	3.815	23.197	0.198	-0.509	0.371
O	-1.827	2.316	-3.495	0.322	-0.281	0.099
O	7.882	8.043	-3.416	0.064	-0.393	0.503
O	-1.84	-7.772	24.741	0.213	0.223	-0.244
O	4.508	-6.323	-5.518	-0.105	-0.244	-0.054
O	-1.723	6.555	23.047	-0.263	-0.601	-0.03
O	-5.267	0.174	-3.518	0.405	0.311	-0.236
O	-6.095	-7.756	25.156	-0.504	0.261	0.084
O	6.496	-5.244	25.062	0.186	0.294	-0.73
O	-6.462	7.208	22.985	0.233	0.449	0.082
O	-1.109	-4.632	-1.323	-0.294	0.09	-0.281
O	5.803	4.895	-3.563	-0.131	0.374	-0.05
O	6.077	0.162	25.407	-0.007	0.147	0.192
O	-7.298	5.9	-4.252	0.431	0.123	0.254
O	-7.362	0.986	-4.943	-0.714	0.227	0.009
O	4.197	-1.97	-2.726	-0.105	0.14	0.379
O	4.644	7.941	22.744	0.036	0.699	0.163
O	4.794	1.189	23.188	0.084	0.426	0.562
O	6.294	-6.227	-3.645	0.051	0.073	-0.488
O	1.03	-1.502	-1.38	0.442	-0.331	-0.255
O	4.11	4.568	23.397	0.181	-0.568	-0.432
O	-5.383	-2.579	25.102	-0.156	0.246	0.79
O	-6.036	-4.116	-3.821	0.186	0.475	0.015
O	3.396	-3.818	-1.154	-0.519	0.255	-0.129
O	5.382	-5.388	-0.385	0.146	0.227	-0.031
O	-4.414	6.299	-2.676	0.03	0.119	-0.062
O	7.017	-7.231	-1.257	0.121	-0.71	-0.198
O	1.284	-0.219	-3.579	0.419	-0.313	0.013
O	6.478	-0.865	23.126	0.493	-0.009	0.316
O	-4.546	-7.77	-6.004	0.09	-0.573	-0.178
O	4.778	4.921	-5.966	-0.166	0.221	0.07
O	-1.447	-5.363	25.451	0.46	-0.11	0.112
O	7.052	-1.86	-1.333	-0.019	-0.362	-0.081
O	-4.111	-7.772	-1.16	0.331	-0.186	-0.325
O	-2.886	-3.305	24.905	-0.248	-0.309	0.287
O	-4.956	-3.458	-6.088	0.434	-0.006	-0.162
O	1.766	0.113	25.256	0.202	0.52	-0.234
O	5.825	2.379	-2.886	0.342	-0.429	-0.109
O	4.206	6.926	-1.647	0.418	-0.16	-0.24
O	-4.553	-6.946	23.201	0.004	-0.722	0.14
O	-7.387	3.572	-5.434	-0.38	0.321	-0.358
O	2.749	0.096	21.994	-0.29	0.238	0.471
O	-0.826	-0.062	25.793	0.163	-0.602	-0.478
O	6.665	6.594	-5.304	-0.012	0.222	-0.66
O	1.588	3.662	-1.488	0.279	-0.171	0.032
O	4.009	-1.026	24.337	0.128	-0.186	-0.08
O	-7.571	-0.842	-3.031	0.009	0.064	0.457
O	-2.99	2.305	-5.809	0.115	-0.441	0.246
O	-7.836	-3.556	25.159	-0.057	0.242	-0.351
O	-1.114	-0.042	-2.418	-0.259	-0.327	0.163
O	-3.812	4.002	-1.536	0.175	-0.5	-0.267
O	5.657	-7.803	25.192	0.132	-0.491	0.63
O	5.278	4.173	25.59	-0.497	-0.532	0.118
O	-2.75	-8.027	-3.974	0.086	-0.115	-0.11
O	-3.503	1.062	-1.911	-0.147	0	-0.063
O	-2.337	6.165	25.662	0.071	-0.059	0.658
O	-4.673	-1.128	-1.224	-0.356	-0.351	-0.156
O	2.087	-3.271	-3.432	0.049	0.286	0.079
O	1.949	-6.527	23.059	-0.062	-0.221	0.178
O	3.309	3.054	-3.419	0.297	0.157	-0.188
O	0.058	-8.089	22.107	0.036	0.018	0.308
O	7.813	-3.308	-3.354	-0.444	-0.213	-0.519
O	3.782	1.608	-1.355	-0.669	0.349	-0.241
O	-7.133	3.585	24.895	-0.188	0.239	-0.636
O	2.003	7.38	-3.134	-0.182	0.392	0.461
O	-7.895	1.224	25.861	-0.018	-0.151	0.236
O	2.655	6.369	22.354	-0.598	0.212	-0.156
O	-5.294	-7.714	-3.477	-0.374	0.321	-0.117
O	4.27	6.875	-4.281	-0.305	-0.01	-0.52
O	4.055	2.465	-6.602	-0.018	-0.264	0.371
O	4.327	-4.545	-3.532	0.265	0.161	-0.175
O	-0.539	0.621	-5.18	-0.508	0.12	0.368
O	2.568	6.004	25.033	0.514	0.316	0.327
O	-3.859	-6.471	25.742	-0.218	0.192	0.434
O	-7.342	6.202	25.312	-0.417	0.381	0.038
O	2.626	-7.965	-0.345	0.02	-0.046	-0.383
O	-5.395	1.856	25.749	0.12	-0.43	0.216
O	0.642	-3.211	-5.627	0.073	-0.254	0.122
O	-5.498	5.384	-0.172	-0.173	-0.073	-0.21
O	0.465	2.276	25.793	0.111	0.128	-0.585
O	-3.882	4.024	25.567	0.021	-0.054	-0.26
O	0.141	-4.93	-3.602	-0.054	-0.389	-0.433
O	-4.031	-5.646	-4.607	0.374	0.193	0.271
O	-6.224	-5.74	-5.984	-0.539	-0.08	0.125
O	-0.284	-3.069	25.522	-0.096	0.391	-0.028
O	-0.356	-2.324	-3.408	-0.894	-0.091	0.153
O	-5.628	4.061	-3.466	-0.002	-0.377	-0.183
O	-7.61	7.945	-5.901	0.146	0.32	0.236
O	-5.212	2.786	22.188	-0.026	-0.013	0.373
O	3.896	-7.128	-3.08	-0.271	0.192	0.248
O	3.91	-5.978	24.833	-0.094	0.047	0.342
O	0.515	-0.817	-6.996	0.329	0.138	0.031
O	5.523	-0.008	-0.373	0.003	-0.116	-0.283
O	-0.902	-7.023	-2.523	-0.14	-0.007	0.042
O	-3.108	4.446	-4.105	0.028	0.141	-0.415
O	4.244	0.505	-3.75	-0.095	0.096	-0.298
O	-0.937	3.72	-5.635	0.223	0.306	0.325
O	-1.788	7.061	-1.628	-0.469	-0.17	-0.207
O	-0.459	3.35	22.095	-0.045	0.11	-0.154
O	-1.4	2.11	-0.954	0.056	0.598	-0.035
O	-3.34	-0.749	24.924	-0.237	0.231	-0.119
O	-1.784	1.679	23.245	-0.128	-0.345	0.58
O	1.992	1.189	-5.737	0.089	0.121	0.044
O	-5.418	2.123	-6.301	0.136	-0.28	-0.04
O	-6.339	-1.419	-5.268	-0.22	-0.282	0.18
O	2.272	-2.386	25.755	0.35	0.104	0.571
O	6.112	6.226	24.071	0.381	0.021	0.046
O	-7.669	-5.805	-2.734	0.093	-0.314	-0.215
O	1.443	6.803	-5.676	0.329	-0.175	0.012
O	-6.921	-3.709	-1.347	-0.147	0.327	-0.263

Results
total energy: -101653.459 eV
total energy less fixed offsets of O -438.25, Si -107.07 eV per atom: -0.259 eV
